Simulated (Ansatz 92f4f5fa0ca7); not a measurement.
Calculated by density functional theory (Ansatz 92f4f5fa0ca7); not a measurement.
Periodic cell of 186 atoms, Si104O82, from a study of silicon, its oxide and their interface. The atomic structure is a simulated model.

Settings
functional: r2SCAN
potential files: Ansatz norm-conserving
basis: plane waves
wave-function cutoff: 1300 eV
density cutoff ratio: 4
exchange-correlation grid ratio: 1
k mesh: 2 x 2 x 1, shifted by 0.5 0.5 0.5 of a step
self-consistency stop: 5e-08 eV per atom in the density residual
occupations: Fermi-Dirac, 0.05 eV
spin: none
net charge: 0

Cell vectors (angstrom)
a	11.5403	0	0
b	0	11.5403	0
c	-0.512	0.018	24.1

Atoms and the computed forces on them: element, x, y, z (angstrom), force x, y, z (eV/angstrom)
Si	1.2524	-1.7863	0.3143	-0.0379	0.2084	-0.7514
Si	1.1469	1.2841	0.7096	-0.0132	-0.0896	-0.9061
Si	0.8195	4.2796	-0.0218	-0.2651	-0.3385	-0.3299
Si	5.2636	-1.9215	0.357	0.0739	0.3713	-0.6979
Si	5.0729	1.0754	0.8919	0.0001	0.01	-1.1283
Si	4.997	4.1072	0.2756	0.0705	-0.3242	-0.8686
Si	8.9903	-1.9028	0.499	0.0031	0.2015	-0.6263
Si	8.8906	1.1143	0.8483	-0.1328	-0.0275	-1.1444
Si	8.8571	4.1257	0.2783	-0.0749	-0.2106	-0.5605
Si	3.2053	-2.4951	1.5172	0.0184	0.0704	-0.1898
Si	3.0699	1.2236	2.0113	-0.0151	-0.0181	-0.0854
Si	2.9524	4.8565	1.3124	0.0325	-0.1248	-0.2323
Si	7.0635	-2.4735	1.7699	0.0674	-0.0245	-0.1218
Si	6.9862	1.1401	2.1487	0.0751	-0.0656	-0.2296
Si	6.9132	4.822	1.5125	0.1485	-0.0651	-0.0773
Si	10.9294	-2.4684	1.6802	-0.043	0.0496	-0.0469
Si	10.8324	1.2055	2.0832	-0.0025	0.04	-0.1686
Si	10.7252	4.8034	1.6158	-0.0745	0.0641	-0.2619
Si	3.1359	-0.7814	3.1591	-0.0061	-0.0746	0.215
Si	3.0516	3.2493	3.1151	-0.0138	0.1747	0.2157
Si	3.1063	6.8883	2.7136	0.0184	0.0032	-0.1037
Si	7.0168	-0.7823	3.3607	-0.0124	0.0324	0.3946
Si	6.9562	3.1696	3.2136	0.0237	0.0631	0.3933
Si	6.9921	6.8945	2.8285	-0.0215	0.0084	-0.0953
Si	10.8688	-0.7615	3.2596	0.0661	-0.1249	0.375
Si	10.7974	3.1739	3.2634	-0.0143	0.1921	0.3831
Si	10.816	6.9096	2.8358	0.0399	-0.0673	-0.1676
Si	1.2536	-0.7675	4.5457	-0.0157	-0.1779	-0.1513
Si	1.198	3.2081	4.5602	0.0205	0.0257	-0.0477
Si	1.2177	6.8823	4.2262	-0.0149	-0.0139	-0.0129
Si	5.0195	-0.7379	4.5574	-0.0261	-0.1054	-0.0771
Si	4.9896	3.1769	4.5044	-0.032	0.1187	-0.0293
Si	5.0344	6.8951	4.2036	0.0118	0.0561	0.0171
Si	8.9637	-0.7277	4.6228	-0.0106	-0.1537	-0.1061
Si	8.872	3.1493	4.5949	0.016	0.0612	-0.0617
Si	8.9018	6.8786	4.2758	-0.0475	0.0566	0.0476
Si	1.2234	-2.7945	5.6816	-0.0328	0.1392	0.0724
Si	1.2001	1.2141	5.7803	0.0783	-0.0275	0.0891
Si	1.2035	5.1322	5.9006	-0.0021	-0.1126	0.0776
Si	5.0155	-2.7653	5.6923	-0.0313	-0.0242	0.0785
Si	4.9392	1.2206	5.8485	0.125	0.099	0.1204
Si	5.1157	5.1121	5.8234	-0.1404	-0.0269	-0.0373
Si	8.9253	-2.7721	5.7054	-0.0289	-0.0495	0.104
Si	8.9695	1.2181	5.9331	-0.0929	0.1892	0.1435
Si	8.8371	5.0799	5.9036	0.2	-0.0317	-0.0439
Si	3.0985	-2.7145	7.0776	-0.0063	-0.0394	-0.2545
Si	2.9906	1.2147	7.2341	-0.1673	0.04	-0.0856
Si	3.2303	5.1197	7.2029	0.0308	0.0281	-0.1102
Si	6.9761	-2.8051	7.0143	0.0103	-0.0279	-0.4471
Si	6.9337	1.2457	7.1113	-0.0344	0.0649	-0.3104
Si	6.957	5.0607	7.3787	-0.0187	-0.0396	0.1833
Si	10.8538	-2.7243	7.039	0.0154	-0.1378	-0.3149
Si	10.959	1.2072	7.2771	0.0438	0.0795	0.022
Si	10.7453	5.0412	7.2827	-0.0094	-0.0306	-0.01
Si	2.9487	-0.812	8.47	-0.3698	-0.1818	0.1739
Si	3.0953	3.1796	8.5452	0.1343	-0.0201	-0.0317
Si	3.2173	7.0486	8.5592	0.2133	0.1123	0.3044
Si	6.9731	-0.8027	8.1649	0.0261	-0.0321	0.0906
Si	6.9208	2.9668	8.7148	-0.0203	-0.1158	0.1102
Si	6.9907	7.0942	8.6759	-0.0142	-0.0072	0.2082
Si	10.9044	-0.8546	8.449	0.1624	-0.0962	0.1802
Si	10.8751	3.0932	8.7438	0.1056	0.1487	0.0403
Si	10.7652	7.0491	8.5114	-0.1285	0.0884	0.3346
Si	12.6379	-1.3645	10.0575	-0.0484	-0.1466	0.5346
Si	1.3142	3.9005	9.9897	-0.0718	0.1578	0.6333
Si	1.2096	7.0664	9.7	-0.1111	-0.086	0.5276
Si	5.04	-0.8052	9.3933	0.0726	-0.0465	0.995
Si	4.8997	2.3077	9.8836	-0.059	-0.1421	0.7505
Si	5.0795	7.6812	9.9528	-0.0206	0.2231	0.6458
Si	8.8569	-0.8223	9.5262	-0.0145	-0.0199	0.8258
Si	8.8989	2.3077	9.892	-0.058	-0.1566	0.5885
Si	8.9392	7.6493	9.9412	0.0956	0.1289	0.6111
Si	3.0127	2.6042	12.2031	0.0739	0.2127	0.3279
Si	6.7201	1.3153	14.082	0.067	-0.0155	0.0544
Si	4.9305	0.433	15.9994	-0.2296	-0.1108	0.1777
Si	5.8798	4.3623	18.9045	0.0768	0.0041	-0.0727
Si	6.0307	-1.4353	14.0358	0.0023	-0.0789	0.1967
Si	1.8363	-2.3803	14.7548	0.025	-0.19	0.2318
Si	5.5307	8.4511	21.5436	-0.0735	-0.071	-0.4846
Si	2.3734	3.8921	14.8478	-0.0186	0.1921	0.2751
Si	3.7191	-1.1735	20.1024	0.1075	0.2019	-0.2449
Si	0.3207	0.6032	19.1326	-0.0008	0.0167	-0.0192
Si	3.495	3.4353	17.6366	-0.1624	-0.1283	-0.0647
Si	-2.8497	3.3233	12.8481	-0.1199	-0.0198	0.5189
Si	2.5161	-0.7483	17.3487	-0.0849	-0.0461	0.0012
Si	1.3799	8.8119	21.5107	0.1543	-0.0643	-0.4721
Si	1.4106	0.1315	12.8598	0.149	-0.1245	0.5296
Si	3.6223	6.7409	15.0085	-0.0432	0.0221	0.1842
Si	3.9116	6.3053	18.0031	-0.0684	0.256	-0.2203
Si	11.2441	2.2988	14.5115	-0.0283	0.101	0.3214
Si	5.661	7.3568	12.9131	-0.0654	0.0713	0.486
Si	2.8285	1.6741	20.1914	0.0614	-0.0402	-0.1071
Si	10.5446	7.9014	14.9887	0.2333	0.0942	0.1645
Si	8.6054	8.1945	21.7727	-0.0299	0.1636	-0.4266
Si	8.6887	6.449	12.8302	-0.0802	0.0789	0.5081
Si	7.7019	12.1462	16.7898	0.1619	-0.0194	0.2404
Si	4.1026	4.0503	21.3679	-0.0655	-0.2067	-0.5242
Si	9.7463	5.2706	21.9081	-0.0025	-0.0108	-0.1911
Si	8.3486	9.3987	16.009	-0.0932	0.0667	0.046
Si	10.0442	2.3655	17.4655	0.0914	-0.0028	0.131
Si	3.2167	6.7193	20.6677	-0.0539	0.046	-0.285
Si	9.5162	7.4972	17.5952	-0.0079	-0.0644	-0.0134
Si	10.4857	9.4852	19.7812	-0.0241	0.1964	-0.2296
Si	9.026	4.7441	18.956	0.0265	0.0329	-0.3181
O	9.8125	7.087	13.8075	-0.2418	-0.0486	-0.2415
O	3.0724	5.1189	20.7143	0.2089	0.1092	0.1817
O	11.832	8.7971	20.332	0.0346	0.0971	0.2828
O	1.1815	-0.162	-0.1205	-0.01	-0.3778	0.6736
O	6.1056	0.5495	17.1451	0.0389	0.0038	-0.3575
O	8.9268	-0.3061	-0.0534	0.0174	-0.3769	0.8512
O	11.066	1.8913	18.6138	-0.0631	-0.0853	-0.1287
O	5.0771	4.597	-1.2994	-0.0769	-0.0733	0.5757
O	10.5185	7.0341	16.3851	-0.2495	0.2821	-0.1126
O	9.2521	9.3275	20.8096	0.0563	-0.2969	0.2077
O	0.9894	2.6222	-0.2959	0.1028	0.3823	0.6511
O	0.6792	9.0672	22.9305	0.0043	0.1229	0.4275
O	8.1384	8.0429	16.8935	0.4363	0.1961	-0.0924
O	3.2486	2.6649	21.402	0.1076	0.117	-0.0391
O	5.1144	-1.9096	20.4841	-0.1435	-0.2448	0.3736
O	11.1789	4.945	22.6621	0.3086	-0.2763	0.548
O	5.1275	2.4616	-0.005	-0.0933	0.4947	0.5146
O	9.5198	6.8614	21.6474	-0.0117	-0.1141	0.1072
O	5.3922	3.892	20.3845	-0.238	0.1477	0.0384
O	5.4141	-2.5797	13.0998	0.0984	-0.1309	0.0031
O	11.8787	0.9876	13.7655	0.2069	-0.0131	-0.268
O	2.0215	7.3293	21.5489	0.0755	0.1534	0.0421
O	5.1112	6.9409	11.441	0.0183	0.2903	-0.4966
O	0.862	-0.4138	11.4162	0.1715	-0.4079	-0.5267
O	5.1382	3.4061	17.7796	-0.2354	0.2563	0.2394
O	5.0661	0.6669	10.1985	-0.1268	0.2637	-0.542
O	8.8511	0.6669	10.341	0.0995	0.3144	-0.6802
O	6.4981	-0.079	13.2333	-0.0997	0.0711	0.2523
O	4.9131	6.4663	14.0615	0.0301	0.254	-0.2398
O	1.1688	8.55	10.5568	0.0205	0.2489	-0.6608
O	9.962	2.7548	13.6564	-0.1483	0.0539	-0.2213
O	8.8454	9.2779	10.4364	0.0723	-0.2291	-0.7553
O	8.9385	3.1785	11.2719	-0.0032	-0.2658	-0.2322
O	3.2163	3.4705	13.5463	-0.1751	-0.2866	-0.2892
O	9.1082	6.6965	11.2834	-0.0651	0.3627	-0.3197
O	12.0352	8.2853	14.5603	-0.0394	0.0683	0.0453
O	2.5681	5.5015	14.9931	0.1355	-0.0826	-0.0399
O	2.9592	3.091	16.1463	0.0274	0.2021	-0.0614
O	5.1032	9.3235	10.2981	-0.1092	-0.2638	-0.5348
O	-3.0032	4.8848	13.2008	0.0921	0.0123	-0.3283
O	8.3085	-0.8764	17.0112	-0.1565	0.0964	-0.2614
O	3.0036	4.962	17.885	0.3375	-0.0459	-0.0178
O	7.242	7.1114	13.0765	0.0619	-0.0298	-0.224
O	12.3496	3.4955	14.6365	0.0458	-0.2487	-0.1171
O	7.0637	8.0004	21.3036	0.0792	0.1267	0.3035
O	3.3207	-1.485	18.5516	-0.0565	0.1666	0.2038
O	1.6751	3.1034	11.3916	0.0977	0.1321	-0.2507
O	4.6544	7.1248	21.2706	-0.1176	0.1581	0.037
O	2.0228	-1.8446	16.2742	0.0361	0.0948	-0.21
O	9.8235	3.9427	17.7831	-0.1466	-0.0859	0.2019
O	4.3953	2.838	11.3785	0.0298	-0.2619	-0.4152
O	5.3947	5.8904	18.5618	-0.225	-0.3145	0.0479
O	1.22	5.5329	10.4548	0.0265	-0.2633	-0.645
O	1.8841	-1.1458	13.7311	-0.1346	0.2427	-0.238
O	8.8422	2.4871	-0.103	0.0506	0.3498	0.7572
O	5.1299	-0.2978	-0.065	-0.0215	-0.333	0.8031
O	8.5926	1.6378	17.6517	0.0483	-0.0357	-0.2346
O	5.3011	1.6	14.8864	0.2927	-0.3827	-0.0019
O	9.8054	9.3254	15.2909	-0.1583	-0.3562	0.0534
O	4.9677	-0.9881	15.1917	0.2826	0.1799	-0.2005
O	3.8822	0.4364	20.2362	-0.2555	-0.0983	-0.0354
O	2.7248	1.0477	12.5767	-0.0672	0.1451	-0.1167
O	2.8712	2.4482	18.7544	0.1564	0.0435	0.1444
O	4.0524	7.0183	16.56	-0.0936	-0.2365	-0.0653
O	7.477	4.273	18.8639	0.1068	0.1177	0.0968
O	3.472	0.4098	16.6931	0.2071	-0.0533	-0.0929
O	1.1933	-0.0246	17.9196	0.0699	0.0115	0.1794
O	9.6383	4.5209	20.4524	-0.0599	0.2324	0.3137
O	9.0964	-2.8921	-0.7913	-0.1125	0.218	0.007
O	-0.7866	-0.4675	19.616	0.1545	-0.2477	0.0129
O	5.2096	8.9019	23.0616	-0.2174	0.1779	0.2932
O	10.1837	8.7483	18.376	-0.0522	-0.0394	0.1883
O	2.5626	-1.6686	21.1438	-0.0818	-0.1658	0.0267
O	7.2932	2.5461	13.2212	0.1903	-0.0325	-0.1101
O	7.8532	1.0064	15.2186	-0.3059	-0.0202	-0.0107
O	3.0006	8.1016	14.4166	-0.0564	-0.0194	0.0568
O	9.0366	4.8037	-1.2124	0.0591	-0.0933	0.3299
O	9.1591	6.317	18.6093	0.0237	-0.1895	0.0711
O	7.2771	-2.0795	14.8282	-0.165	0.1498	-0.0721
O	1.3146	1.0835	20.3354	0.1252	-0.0433	-0.1564
O	3.1623	7.2378	19.1091	0.2038	-0.3427	0.3193
O	10.7046	2.0134	16.0244	-0.0468	0.1033	-0.097

Results
free energy: -50303.070 eV
free energy less fixed offsets of O -463.61, Si -117.95 eV per atom: -20.250 eV
pressure: -1.85 GPa
stress xx, yy, zz, yz, xz, xy (GPa, positive in tension): 0.82, 3.19, 1.55, 0, 0.01, 0.27

The program warned: the forces do not sum to zero within the program's tolerance.
